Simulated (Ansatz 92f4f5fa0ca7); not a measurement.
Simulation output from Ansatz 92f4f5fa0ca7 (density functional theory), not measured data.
Periodic cell of 231 atoms, Si140O85As6, from a study of silicon, its oxide and their interface. The atomic structure is a simulated model.
Doubt: the cutoff is far below the 930 eV that the study's wrapper takes by default for these files, so forces and energies are approximate.
This geometry differs little from another in the collection (a relaxation step or a small displacement).

Settings
functional: PBE
potential files: Ansatz PAW
basis: plane waves
wave-function cutoff: 580 eV
density cutoff ratio: 5
exchange-correlation grid ratio: 1
k mesh: 1 x 1 x 1, Gamma-centred
self-consistency stop: 5e-08 eV per atom in the density residual
occupations: fixed
spin: none
net charge: 0

Cell vectors (angstrom)
a	11.6015	0	0
b	0	10.938	0
c	0	0	32.8076

Atoms and the computed forces on them: element, x, y, z (angstrom), force x, y, z (eV/angstrom)
Si	0.0418	-0.06	24.2877	-0.0663	0.0777	-0.012
As	3.909	-0.2152	24.0488	0.0278	0.0276	-0.0312
As	7.8684	-0.3327	24.056	0.0082	-0.0111	-0.0417
Si	2.0178	1.2558	24.3183	-0.043	-0.0294	0.0205
Si	5.974	1.1021	24.2272	-0.0313	-0.0108	-0.0341
Si	9.6689	1.2851	24.2305	0.0629	0.0092	0.0396
Si	-0.2514	5.4376	24.1292	0.1391	0.114	-0.005
Si	3.7689	5.2976	23.7936	0.0114	0.0358	0.036
Si	7.8455	5.5185	24.0181	-0.2061	0.0378	0.0217
Si	1.7911	6.6936	23.995	-0.0084	-0.0965	0.0239
Si	5.7558	6.7733	23.7776	0.036	-0.0555	0.0626
As	9.6338	7.1299	24.0098	0.0322	-0.0662	-0.0462
Si	1.9384	2.7603	26.1052	0.133	-0.0807	0.0132
Si	5.8209	2.7212	25.9612	-0.0733	-0.0627	0.022
Si	9.637	2.7264	26.0987	-0.0922	-0.0751	0.0021
Si	-0.0321	4.0679	26.0594	-0.0894	0.0874	-0.0098
Si	3.8765	4.1044	25.9273	-0.0387	0.0514	-0.0739
Si	7.7154	4.1307	25.9966	0.1577	0.0779	-0.037
Si	1.9287	8.0857	26.0063	-0.0409	-0.1078	-0.0356
Si	5.7883	8.0847	25.9166	0.0409	-0.102	-0.0816
Si	9.6663	8.1469	26.1596	0.0163	-0.0517	-0.021
Si	0.0065	9.4728	26.156	0.0584	0.1088	0.0024
Si	3.8667	9.4645	26.0616	0.0196	0.0913	0.0447
Si	7.7381	9.4627	26.119	-0.086	0.0749	0.0457
Si	0.0101	0.0045	28.001	-0.0282	-0.056	0.0202
Si	3.8747	-0.0393	27.9646	-0.0241	-0.0216	-0.0609
Si	7.6944	-0.0234	27.9795	0.0295	-0.0175	0.0001
Si	1.9525	1.349	27.9994	-0.0124	0.0356	-0.0078
Si	5.7821	1.3706	27.942	0.0296	0.018	-0.0016
Si	9.6423	1.3232	27.9945	-0.0001	0.0765	-0.0039
Si	0.0105	5.4517	27.9836	0.0076	-0.053	-0.0088
Si	3.8876	5.4409	27.9242	0.0193	-0.0641	0.0288
Si	7.7217	5.4564	27.9676	-0.0149	-0.0706	-0.0047
Si	1.9513	6.7911	27.9795	0.0204	0.0554	0.015
Si	5.8007	6.82	27.9385	-0.0057	0.0759	0.0486
Si	9.67	6.7722	28.0309	-0.0157	0.0066	0.032
Si	1.9336	2.7345	29.9083	0.0439	-0.0273	0.1746
Si	5.8008	2.7345	29.9083	-0.0374	-0.0636	-0.097
Si	9.6679	2.7345	29.9083	-0.0408	-0.1071	0.0184
Si	0	4.1018	29.9083	0.0446	-0.1986	0.018
Si	3.8672	4.1018	29.9083	0.0458	-0.0612	-0.2462
Si	7.7343	4.1018	29.9083	-0.0622	-0.0943	-0.0852
Si	1.9336	8.2035	29.9083	0.0554	-0.0457	-0.1272
Si	5.8008	8.2035	29.9083	-0.0174	-0.0395	-0.2441
Si	9.6679	8.2035	29.9083	-0.0074	0.0431	0.0723
Si	0	9.5708	29.9083	0.0058	-0.0272	0.1508
Si	3.8672	9.5708	29.9083	0.0349	-0.0772	0.1199
Si	7.7343	9.5708	29.9083	-0.0812	-0.0557	0.1148
Si	0	0	31.8419	0.0126	-0.0437	0.0064
Si	3.8672	0	31.8419	-0.01	0.0293	0.0217
Si	7.7343	0	31.8419	-0.0028	-0.0247	-0.01
Si	1.9336	1.3673	31.8419	0.0072	-0.0709	0.0394
Si	5.8008	1.3673	31.8419	-0.0099	-0.0678	-0.0362
Si	9.6679	1.3673	31.8419	0.0049	-0.0092	0.0108
Si	0	5.469	31.8419	-0.0013	0.1249	0.0751
Si	3.8672	5.469	31.8419	0.0089	0.1125	-0.0045
Si	7.7343	5.469	31.8419	-0.0155	0.0388	0.0146
Si	1.9336	6.8362	31.8419	-0.0064	-0.0321	-0.0194
Si	5.8008	6.8362	31.8419	-0.0015	-0.0596	-0.0752
Si	9.6679	6.8362	31.8419	0.0023	-0.0156	0.0277
Si	1.9336	2.7345	0.9679	-0.0038	0.0937	0.1075
Si	5.8008	2.7345	0.9679	-0.007	0.0998	-0.0955
Si	9.6679	2.7345	0.9679	0.0043	0.1022	-0.1325
Si	0	4.1018	0.9679	0.052	0.0267	0.4555
Si	3.8672	4.1018	0.9679	-0.082	-0.0668	0.0564
Si	7.7343	4.1018	0.9679	0.0215	0.0355	0.0566
Si	1.9336	8.2035	0.9679	0.0107	0.0714	0.0457
Si	5.8008	8.2035	0.9679	-0.1062	0.1171	-0.0246
Si	9.6679	8.2035	0.9679	0.0876	-0.0374	0.2629
Si	0	9.5708	0.9679	-0.0034	0.1163	-0.1127
Si	3.8672	9.5708	0.9679	-0.0367	0.14	0.0446
Si	7.7343	9.5708	0.9679	0.0393	0.0827	-0.0563
Si	0.0014	0.0471	2.8666	0.0365	-0.0147	-0.0232
Si	3.8464	0.0446	2.9007	0.0012	-0.0705	-0.0274
Si	7.7453	0.0383	2.8745	-0.0385	-0.0565	0.0221
Si	1.9235	1.4271	2.9544	0.0013	0.0485	0.0098
Si	5.7993	1.3849	2.8954	-0.0203	0.049	0.0085
Si	9.6754	1.4124	2.9067	0.0255	0.0688	0.0296
Si	0.0324	5.4669	2.9875	-0.0164	-0.0433	-0.0504
Si	3.844	5.4575	2.9183	-0.0118	0.0048	0.0118
Si	7.7236	5.5308	2.8733	0.002	-0.055	0.0132
Si	1.9302	6.8563	2.9124	0.0105	0.0242	0.0451
Si	5.7656	6.8268	2.8782	-0.0174	0.0379	-0.0031
Si	9.6967	6.8299	2.934	0.0247	0.0407	-0.0291
Si	1.9375	2.746	4.9691	-0.0131	0.0047	0.0076
Si	5.8233	2.7813	4.8146	0.0175	-0.0674	0.0298
Si	9.6867	2.9723	4.7285	-0.0793	-0.073	-0.0124
Si	0.0445	4.223	5.0701	0.1091	0.0621	0.0772
Si	3.8759	4.15	4.9042	-0.0628	-0.0124	-0.0118
Si	7.7144	4.2409	4.8332	0.0023	0.0651	-0.0188
Si	1.9005	8.2385	4.8402	0.0282	-0.0432	-0.0663
Si	5.7532	8.2203	4.7799	-0.0575	-0.0886	-0.0358
Si	9.69	8.2192	4.8624	0.001	-0.1066	0.0317
Si	-0.0188	9.651	4.7915	-0.0091	0.04	0.0499
Si	3.8422	9.6142	4.8252	-0.0272	0.0805	0.0669
Si	7.7232	9.4837	4.704	0.0823	0.0762	-0.0176
Si	-0.0908	0.2282	6.6317	-0.0782	0.0712	-0.0162
Si	3.8632	0.0226	6.8049	0.0374	0.036	-0.0649
Si	7.8544	-0.0373	6.5151	-0.1271	0.0873	0.0622
As	1.9299	1.5085	7.0886	0.0338	-0.0307	-0.0103
Si	5.9029	1.3119	6.689	-0.0256	-0.0646	-0.0088
Si	9.5177	1.5927	6.5428	0.172	-0.0887	0.056
Si	0.0384	5.6872	7.1263	-0.1356	-0.0355	-0.0917
As	3.8484	5.3984	6.9982	0.015	0.0514	-0.0249
Si	7.7121	5.6132	6.8254	0.0272	0.0295	-0.0099
As	1.987	7.1134	6.9769	0.0119	-0.0224	0.0407
Si	5.7386	6.9346	6.7512	0.0387	-0.0763	0.045
Si	9.6655	7.0148	6.9623	0.0774	-0.0474	-0.0591
O	6.2725	2.3323	7.9655	0.0182	0.0329	-0.0005
O	11.1486	10.1185	7.8787	-0.0142	0.01	-0.0142
O	7.6391	4.6379	8.1792	-0.0158	-0.0267	-0.0125
O	9.0396	2.384	7.9669	-0.0591	0.0001	-0.0273
O	9.6847	7.9868	8.3435	-0.0257	0.0997	0.0572
O	3.8776	9.9162	8.1052	0.0055	-0.0456	0.0362
O	0.0131	5.0936	8.7188	0.061	0.0365	0.0995
O	5.7742	8.0109	8.0403	-0.032	0.0405	0.017
O	8.318	10.1668	7.9568	0.0195	0.0229	-0.0906
O	5.7509	7.8776	22.5148	-0.0062	0.0897	-0.0996
O	2.5129	8.957	18.5703	0.008	-0.0091	0.0071
O	3.6759	4.1914	22.5053	-0.0237	-0.0798	-0.0462
O	9.5849	2.1892	22.8316	-0.0139	0.0095	-0.0438
O	1.9744	2.1908	22.9446	0.0232	-0.0169	-0.0129
O	-0.005	9.8853	22.9593	0.0194	-0.0496	-0.0201
O	1.6698	7.7518	22.7146	-0.0461	0.076	-0.0319
O	6.2419	1.7322	22.6905	0.0112	-0.0059	0.0011
O	-0.6381	4.4944	22.7944	-0.0521	-0.0255	-0.0173
Si	7.6335	-4.3212	16.7619	0.0062	0.0157	0.0016
Si	5.1138	5.1811	12.5276	0.0108	-0.0136	0.0098
Si	1.3226	13.1648	14.7861	-0.0176	-0.0013	-0.0102
Si	0.0438	3.5141	17.2299	0.0035	-0.0221	0.002
Si	4.5392	6.034	16.9403	-0.0068	0.0114	0.0005
Si	2.092	9.832	11.7683	-0.0029	0.0151	0.0231
Si	-0.4658	19.1293	14.8554	-0.0038	0.0064	-0.0051
Si	5.7013	8.7493	21.1306	0.0148	-0.0424	0.085
Si	9.7378	9.6193	8.5645	0.0201	-0.0487	0.0125
Si	-5.4	-0.7628	14.0719	0.0019	0.0184	-0.0278
Si	5.5747	1.07	21.3399	-0.0144	-0.0026	0.0121
Si	10.2088	7.06	12.3082	0.0009	-0.0007	0.0148
Si	-6.7064	10.7811	11.24	0.0013	0.0024	0.0329
Si	-1.9862	3.7181	22.2406	-0.0249	0.0248	0.034
Si	10.021	2.4651	19.4962	0.0089	-0.0183	-0.0248
Si	-2.3793	9.6458	13.2083	0.0048	0.0115	0.0125
Si	-0.7655	0.0065	11.1436	0.0159	0.0105	0.031
Si	-4.8753	12.7049	15.7926	0.0081	-0.0167	-0.0008
Si	6.4396	2.5923	11.3016	-0.0042	-0.0034	0.0308
Si	7.3186	12.0139	18.8079	0.0265	-0.01	-0.0152
Si	13.2341	-0.8994	19.4095	-0.0059	0.0095	-0.0324
Si	10.7521	19.4715	19.5019	0.0119	0.0232	-0.0462
Si	3.9359	8.1854	18.7094	-0.0101	0.0098	-0.0109
Si	8.3862	2.8392	13.6874	0.0042	-0.0053	-0.018
Si	-0.3455	2.7715	12.147	0.0009	-0.0174	0.0142
Si	4.7251	8.8273	8.9979	-0.0032	0.0179	-0.0519
Si	7.7558	8.9555	18.9042	-0.0055	0.0051	-0.0329
Si	7.6409	3.0426	8.5356	0.0131	0.0163	-0.0257
Si	-3.8107	16.7708	13.7898	-0.0047	-0.0066	-0.0002
Si	11.8974	5.4052	10.3231	-0.0213	-0.0261	-0.0338
Si	1.8998	10.1705	14.9011	0.0034	-0.0134	-0.0281
Si	4.478	-2.2338	15.9373	0.0018	0.0052	0.0028
Si	-8.6005	-3.9431	10.8909	0.0039	0.0022	0.0283
Si	10.4836	6.2979	17.3421	0.0104	0.0073	-0.0091
Si	3.0091	13.7605	21.8563	0.0344	0.0758	0.0424
Si	0.7699	8.876	21.9553	0.0389	-0.0182	0.0482
Si	1.364	13.0436	19.4541	-0.0023	-0.0112	-0.041
Si	4.1854	14.6139	15.1773	0.0039	0.0107	-0.0193
O	0.8369	2.383	13.2239	0.0134	-0.0032	0.005
O	7.681	10.0145	13.4467	-0.0117	-0.0014	-0.0014
O	-8.7466	13.7104	14.9365	0.004	-0.0023	0.0017
O	2.0615	10.3016	13.3043	-0.0021	0.0045	0.0155
O	1.3374	11.6281	15.3607	0.0026	-0.0004	-0.006
O	-3.8017	6.7714	15.1305	-0.0041	0.0022	-0.0025
O	-3.4068	1.9552	15.0553	-0.0049	0.006	0.0006
O	4.3834	19.3039	20.2563	-0.0219	-0.0001	-0.022
O	5.5007	-1.284	10.1955	0.0107	0.0015	-0.0136
O	3.3215	9.7919	15.5889	-0.015	0	-0.0054
O	11.6779	15.0408	11.292	-0.0026	-0.0051	-0.0073
O	4.0536	-3.813	15.8011	0.0072	-0.0041	-0.0025
O	-7.2137	4.6207	13.8684	-0.0021	-0.0135	0.0101
O	-0.0066	16.0663	17.2546	-0.0018	0.0128	0.0011
O	-0.3633	8.1631	21.0174	-0.0193	0.0028	-0.0095
O	8.2709	4.5482	22.7177	0.0935	-0.0219	-0.0143
O	5.5254	3.9208	11.5625	-0.004	0.018	-0.0066
O	-1.7354	2.9441	13.0138	-0.0053	0.0029	-0.0093
O	-6.0411	13.7793	15.4149	-0.0069	-0.001	-0.0052
O	10.0803	10.8855	12.5983	-0.0016	-0.0063	-0.0131
O	-7.6961	6.5747	18.3634	0.0095	-0.0114	-0.005
O	-4.6372	1.8139	17.4026	-0.0107	0.0089	-0.0178
O	0.1056	9.7292	18.915	-0.0168	-0.0167	0.0098
O	7.5528	2.8942	10.1499	0.0119	-0.0106	0.0027
O	9.6282	3.6166	20.6054	0.0062	-0.0001	-0.0142
O	6.9534	8.3148	20.1763	0.025	0.0028	-0.0133
O	7.1646	21.3598	18.5503	-0.0073	0.0007	0.0079
O	8.8182	1.3896	19.3594	-0.0058	0.0001	0.0137
O	-0.4827	12.5471	10.9905	-0.0086	0.0061	-0.0102
O	4.0893	6.1613	11.7503	-0.0054	0.0045	-0.0249
O	-2.4895	6.0018	12.8591	-0.0017	-0.001	-0.0132
O	1.7725	9.7576	21.0142	0.0049	0.0086	-0.0038
O	5.2139	-0.4985	12.8016	0.0242	-0.0085	0.017
O	2.0697	0.6532	19.1552	0.0011	-0.0057	0.021
O	3.7298	7.6835	9.6035	-0.0091	-0.0174	0.0022
O	5.4737	1.3316	10.9051	0.0022	-0.0064	-0.024
O	-0.2432	7.3413	13.4595	-0.0017	-0.0019	-0.0125
O	10.8789	6.5535	10.9182	-0.0113	0.01	-0.0116
O	4.0616	1.6634	21.3904	0.0243	-0.0326	-0.0078
O	9.8307	10.2534	10.0635	-0.0039	0.0072	-0.0245
O	7.8638	4.2804	14.227	0.001	0.0005	0.0025
O	1.8289	16.8988	10.4302	0.0156	0.0142	-0.0259
O	-4.2953	13.1483	12.6274	0.0045	0.0021	-0.0062
O	4.8806	8.8835	17.5372	0.0024	-0.0035	-0.0085
O	-1.3332	3.0295	17.9772	0.0042	0.0079	0.0012
O	3.2654	10.7102	11.0364	-0.0075	-0.0054	-0.0221
O	-5.1717	6.0784	12.9206	-0.002	-0.0047	-0.0065
O	-0.9065	7.2186	16.0412	0.0013	-0.0049	-0.0015
O	6.1355	11.2986	15.2382	-0.0005	0.0011	-0.007
O	10.8114	7.1397	18.683	-0.0041	-0.0121	0.0084
O	-2.677	16.6947	17.3209	-0.0116	0.0029	0.0034
O	12.476	8.9774	15.2986	0.0057	0.0069	-0.0036
O	5.6676	-0.5718	21.4124	-0.0076	0.0205	-0.0144
O	9.3599	8.4399	12.1082	0.0007	-0.0125	-0.014
O	11.438	1.7953	19.9863	-0.0007	0.009	0.0123
O	6.1838	-5.022	17.0579	-0.0081	0.0001	0.0011
O	1.3243	13.8805	18.0582	-0.0072	0.0114	-0.0018
O	3.9335	4.5925	16.5139	0.0031	-0.0048	0.0023
O	7.7004	8.0536	17.545	-0.0045	-0.0215	-0.0035
O	9.266	-1.7961	19.4416	0.0094	-0.0125	0.0301
O	0.6482	10.1281	11.0786	0.0081	-0.0105	-0.012
O	9.9015	9.2394	14.63	0.0052	-0.0053	-0.0037
O	-5.8967	-2.0878	14.8778	-0.0057	0.0013	0.0034
O	2.1484	3.0884	20.498	-0.0173	-0.0095	-0.0075
O	0.2197	3.0365	15.685	0.0069	-0.0021	-0.0125
O	2.3798	8.2264	11.7588	0.0008	-0.001	-0.0199
O	6.2743	1.5767	19.9633	-0.0051	-0.0018	0.0162

Results
free energy: -166479.274 eV
free energy less fixed offsets of As -4856.12, O -568.88, Si -635.61 eV per atom: -2.354 eV

The program warned: the cutoff lies below the one the program advises for these potential files; the forces do not sum to zero within the program's tolerance; the exchange-correlation potential is rough where the density is thin.
